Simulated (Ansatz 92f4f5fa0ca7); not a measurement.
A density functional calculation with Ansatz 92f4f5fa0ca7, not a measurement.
Periodic cell of 212 atoms, Si132O80, from a study of silicon, its oxide and their interface. The atomic structure is a simulated model.
Doubt: the cutoff is low for norm-conserving oxygen, so forces and energies are approximate.
Doubt: the program's own warning below bears on the result.

Settings
functional: HSE06
potential files: SPMS norm-conserving
basis: plane waves
wave-function cutoff: 800 eV
density cutoff ratio: 4
exchange-correlation grid ratio: 1
k mesh: 1 x 1 x 1, Gamma-centred
occupations: fixed
spin: none
net charge: 0

Cell vectors (angstrom)
a  10.938  0  0
b  0  10.938  0
c  0  0  31.1215

Atoms: element, x, y, z (angstrom)
Si  10.3255  0.3957  23.7966
Si  5.8698  10.3666  23.834
Si  2.1494  3.1953  23.7396
Si  8.6225  2.2227  23.5274
Si  0.3842  4.9975  23.447
Si  4.9735  5.8998  23.7855
Si  3.2067  7.6526  23.8044
Si  7.7401  8.8387  23.7929
Si  1.2284  1.397  24.9565
Si  6.8251  1.3474  24.876
Si  3.9692  4.1448  24.9924
Si  9.5791  4.0306  24.7994
Si  1.3256  6.7329  24.8896
Si  6.8191  6.893  24.8843
Si  4.0951  9.4666  25.05
Si  9.4499  9.6556  25.1754
Si  2.6978  0.0156  26.2861
Si  8.11  0.0916  26.441
Si  -0.054  2.7621  26.3579
Si  5.439  2.7464  26.26
Si  2.6735  5.4898  26.3935
Si  8.2128  5.4582  26.2173
Si  -0.003  8.1895  26.2943
Si  5.5005  8.1734  26.3994
Si  4.1018  1.3673  27.7033
Si  9.5708  1.3673  27.7033
Si  1.3673  4.1018  27.7033
Si  6.8362  4.1018  27.7033
Si  4.1018  6.8362  27.7033
Si  9.5708  6.8362  27.7033
Si  1.3673  9.5708  27.7033
Si  6.8362  9.5708  27.7033
Si  0  0  29.0705
Si  5.469  0  29.0705
Si  2.7345  2.7345  29.0705
Si  8.2035  2.7345  29.0705
Si  0  5.469  29.0705
Si  5.469  5.469  29.0705
Si  2.7345  8.2035  29.0705
Si  8.2035  8.2035  29.0705
Si  1.3673  1.3673  30.4378
Si  6.8362  1.3673  30.4378
Si  4.1018  4.1018  30.4378
Si  9.5708  4.1018  30.4378
Si  1.3673  6.8362  30.4378
Si  6.8362  6.8362  30.4378
Si  4.1018  9.5708  30.4378
Si  9.5708  9.5708  30.4378
Si  2.7345  0  0.6835
Si  8.2035  0  0.6835
Si  0  2.7345  0.6835
Si  5.469  2.7345  0.6835
Si  2.7345  5.469  0.6835
Si  8.2035  5.469  0.6835
Si  0  8.2035  0.6835
Si  5.469  8.2035  0.6835
Si  4.1018  1.3673  2.0507
Si  9.5708  1.3673  2.0507
Si  1.3673  4.1018  2.0507
Si  6.8362  4.1018  2.0507
Si  4.1018  6.8362  2.0507
Si  9.5708  6.8362  2.0507
Si  1.3673  9.5708  2.0507
Si  6.8362  9.5708  2.0507
Si  0  0  3.418
Si  5.469  0  3.418
Si  2.7345  2.7345  3.418
Si  8.2035  2.7345  3.418
Si  0  5.469  3.418
Si  5.469  5.469  3.418
Si  2.7345  8.2035  3.418
Si  8.2035  8.2035  3.418
Si  1.4156  1.324  4.7074
Si  6.859  1.4053  4.8742
Si  4.1208  4.1249  4.7276
Si  9.5759  4.0903  4.9083
Si  1.3727  6.8112  4.8488
Si  6.9055  6.7794  4.7297
Si  4.134  9.566  4.812
Si  9.6045  9.5404  4.704
Si  2.7678  0.0396  6.157
Si  8.3471  -0.04  6.1112
Si  0.134  2.6357  6.1394
Si  5.5058  2.9413  6.208
Si  2.7952  5.4126  6.1745
Si  8.1923  5.5569  6.3296
Si  -0.0298  8.2249  6.1681
Si  5.5908  8.1616  6.0464
Si  3.6909  1.9268  7.2913
Si  10.257  0.7421  7.3268
Si  1.8287  3.6425  7.4586
Si  6.3687  4.7765  7.6934
Si  4.5671  6.4945  7.3361
Si  9.093  7.4466  7.5295
Si  1.1596  9.7989  7.4457
Si  7.3224  9.1615  7.3021
O  1.8394  8.9627  8.7491
O  1.1982  4.1237  8.9238
O  9.7616  1.3846  8.7298
O  6.6969  9.7402  8.7031
O  4.503  1.4285  8.6245
O  3.9796  7.2974  8.6442
O  6.8076  4.6382  9.3214
O  9.4827  7.2543  9.1335
O  2.6106  2.4277  22.3669
O  5.3402  10.4535  22.2744
O  8.2374  2.6408  21.9453
O  -0.0734  5.4024  21.8681
O  8.3282  8.9637  22.2361
O  2.7407  8.073  22.2828
O  5.4122  5.3137  22.2951
O  10.5793  10.4604  22.4092
Si  5.561  0.3084  20.8994
Si  3.49  3.1411  17.0373
Si  4.8091  1.5517  10.1842
Si  3.3774  2.5092  20.9643
Si  3.9376  9.6012  18.8203
Si  2.7126  7.8018  9.5087
Si  9.769  9.3287  21.5655
Si  5.0606  8.0477  16.3216
Si  9.9319  0.2496  19.112
Si  5.1645  10.3154  14.0703
Si  0.2663  8.6792  15.6288
Si  6.7786  10.2916  10.208
Si  0.3195  0.9468  12.4859
Si  7.2315  5.758  16.3455
Si  9.4966  0.0167  16.2466
Si  10.1153  6.4442  17.621
Si  10.9559  6.573  20.7072
Si  2.8252  7.5773  20.7577
Si  2.6959  2.8876  11.9582
Si  10.0566  2.5683  14.8177
Si  7.387  3.9763  13.765
Si  7.9408  9.7115  13.873
Si  4.0861  8.033  12.2903
Si  9.694  6.8867  10.6998
Si  7.0487  7.7167  12.0681
Si  10.4936  9.1183  12.7242
Si  7.948  2.0047  20.4639
Si  6.0953  3.8778  18.5965
Si  4.7641  5.2564  20.8198
Si  7.107  3.6935  10.6394
Si  9.1527  1.474  10.1944
Si  2.6189  7.1127  14.8147
Si  1.1637  5.0771  10.2445
Si  2.0578  0.9964  18.5245
Si  4.7095  2.429  14.2258
Si  1.1684  4.7267  16.0291
O  10.451  1.4266  13.7717
O  8.0131  0.3647  10.3791
O  8.8667  3.4285  14.1446
O  4.2756  2.9067  15.6769
O  10.1407  6.4542  19.2733
O  3.6514  4.0827  20.714
O  8.2253  6.7685  11.4355
O  1.572  6.6837  20.3045
O  2.3697  2.0165  17.3235
O  3.3406  8.3296  10.8958
O  4.1322  6.6911  20.5265
O  8.6694  6.0927  17.0042
O  0.5276  0.5277  18.6802
O  2.9313  8.8669  19.8316
O  7.4713  8.1663  13.5911
O  3.4155  2.0316  10.8033
O  10.5463  7.9224  21.4875
O  10.5914  8.3284  14.1466
O  1.9925  4.2511  11.3964
O  5.8869  2.6512  10.631
O  8.4404  10.0999  15.3575
O  4.4745  0.8239  14.2179
O  9.1086  9.961  12.7875
O  4.6455  3.2238  18.1889
O  6.2599  2.844  14.0391
O  5.4069  0.1135  10.6122
O  4.7871  1.7269  21.0058
O  10.5923  7.813  16.8629
O  0.6663  10.2916  12.5449
O  4.5993  8.5849  17.7704
O  10.5974  5.5118  10.7637
O  7.2063  5.2481  14.7846
O  5.0947  10.3552  19.6491
O  6.6708  4.5256  17.243
O  1.6177  5.8422  14.9328
O  5.8708  5.0447  19.6829
O  10.4976  8.0781  11.4846
O  9.0946  -0.1487  17.7903
O  6.6721  10.6562  13.5929
O  1.8439  8.4043  15.4304
O  9.3687  1.5948  19.815
O  7.1216  0.6412  20.7203
O  0.1838  5.2811  17.1654
O  2.5504  4.431  16.8224
O  3.7846  3.1882  13.1218
O  9.5192  1.6284  16.029
O  7.0012  9.0325  11.1548
O  10.9372  10.2435  15.9611
O  2.4505  1.7676  19.8874
O  7.2314  4.3228  12.1584
O  5.4973  7.1906  12.109
O  2.9988  -0.2454  18.1194
O  4.3886  9.4679  12.9538
O  7.1238  2.8689  19.3532
O  5.2467  9.3785  15.3993
O  0.3648  3.5177  15.2746
O  1.6229  1.8558  12.5311
O  9.7099  9.9168  20.0736
O  1.8244  6.4913  9.8336
O  3.0481  7.2469  13.2584
O  10.3879  1.2492  11.181
O  6.384  7.1326  16.4581
O  3.9667  7.0318  15.6957
O  8.5099  2.938  10.378

Results
free energy: -50791.208 eV
free energy less fixed offsets of O -447.96, Si -113.29 eV per atom: -0.128 eV
gap between the highest filled and lowest empty level on this k mesh: 1.403 eV

The program warned: the cutoff lies below the one the program advises for these potential files; the model core charge is not resolved on the grid; the forces do not sum to zero within the program's tolerance; the exchange-correlation potential is rough where the density is thin.
